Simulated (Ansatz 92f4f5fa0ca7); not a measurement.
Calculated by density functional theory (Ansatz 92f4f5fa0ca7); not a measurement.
Periodic cell of 372 atoms, Si256O116, from a study of silicon, its oxide and their interface. The atomic structure is a simulated model.
This geometry differs little from another in the collection (a relaxation step or a small displacement).

Settings
functional: r2SCAN
potential files: Ansatz PAW
basis: plane waves
wave-function cutoff: 800 eV
density cutoff ratio: 5
exchange-correlation grid ratio: 1
k mesh: 1 x 1 x 1, Gamma-centred
self-consistency stop: 1e-10 eV per atom in the density residual
occupations: fixed
spin: none
net charge: 0

Cell vectors (angstrom)
a 16.3305 0 0
b 0 16.3305 0
c 0 0 24.7666

Atoms and the computed forces on them: element, x, y, z (angstrom), force x, y, z (eV/angstrom)
Si -0.5184 0.4816 -0.1376 0.0091 -0.0245 0.1006
Si 2.6482 2.9352 0.188 -0.0476 -0.0199 0.0841
Si 0.3601 5.0668 0.0767 0.0265 0.0247 0.0975
Si 3.1507 7.8445 -0.0365 -0.0045 0.0148 0.0759
Si -0.2543 11.1216 -0.0995 0.0319 -0.0204 0.0529
Si 3.1327 13.2419 -0.1414 -0.0086 -0.0077 0.1087
Si 5.6851 -0.2952 0.1789 0.008 -0.005 0.0711
Si 8.4461 2.352 0.2075 0.0158 0.0161 0.0836
Si 5.2751 5.5955 0.3206 0.0338 -0.0003 0.0648
Si 8.1728 7.8829 0.1123 0.0208 0.0337 0.0576
Si 5.4665 11.1122 0.0188 -0.0142 -0.0032 0.0679
Si 8.0556 14.0274 0.1762 -0.0273 0.0139 0.1038
Si 10.6715 0.1788 0.3628 -0.0109 0.0032 0.0662
Si 13.6848 2.7023 0.3514 0.0248 -0.005 0.0825
Si 11.5466 4.8811 -0.0917 -0.0269 -0.0104 0.0403
Si 13.3403 8.3293 -0.1543 0.0156 0.0064 0.0262
Si 11.0996 10.6621 -0.0185 -0.0217 0.0111 0.0688
Si 13.7765 13.3977 0.0138 -0.0171 0.0134 0.0855
Si 1.2958 1.3317 1.2421 0.0221 -0.0309 -0.0209
Si 4.0877 4.0722 1.5868 0.0026 0.0122 -0.0061
Si 1.4396 6.8016 1.2557 -0.0059 -0.0269 -0.0332
Si 4.2331 9.4925 1.2667 0.0185 0.0058 0.0006
Si 1.4375 12.206 1.1534 0.0176 -0.005 -0.0037
Si 4.0875 14.8399 1.3544 0.0019 0.0145 -0.0402
Si 6.8186 1.2901 1.4977 0.004 0.0041 -0.0009
Si 9.6953 4.0254 1.2724 -0.0452 0.0974 -0.0199
Si 6.8111 6.7598 1.601 -0.0011 0.0192 -0.0414
Si 9.4346 9.5525 1.2384 -0.0362 -0.0226 0.0041
Si 6.9234 12.3201 1.3654 0.0028 -0.0222 -0.0145
Si 9.4652 15.0631 1.7069 -0.01 0.0075 -0.029
Si 12.2916 1.3179 1.5696 -0.0049 -0.0048 -0.0164
Si 15.1051 4.0964 1.5244 -0.0191 -0.0194 -0.0297
Si 12.3647 6.6716 1.2305 -0.0089 0.0093 -0.0066
Si 14.9869 9.4552 1.1691 -0.0041 0.0036 -0.0449
Si 12.1911 12.2616 1.3279 -0.0332 0.022 -0.0567
Si 14.9249 15.0658 1.2254 -0.0179 -0.002 -0.0019
Si 0.0858 2.6619 2.7985 -0.0179 0.0351 0.0294
Si 2.6789 -0.0579 2.6053 0.0347 0.0119 0.0191
Si 0.0282 8.1536 2.5937 0.0088 0.005 -0.0023
Si 2.695 5.485 2.7983 -0.0059 0.0114 0.0589
Si 0.0628 13.648 2.5174 -0.0283 -0.0242 0.0066
Si 2.7568 10.8308 2.5902 0.0122 0.0311 0.0107
Si 5.48 2.6812 2.8129 0.0236 -0.0188 0.0152
Si 8.096 0.0424 3.0094 0.0089 0.0032 0.0257
Si 5.4712 8.2184 2.8135 -0.0061 -0.0279 0.0088
Si 8.2998 5.3501 2.7146 -0.0065 -0.0285 0.0138
Si 5.4726 13.57 2.7679 0.0152 0.0263 0.0427
Si 8.2038 10.9032 2.7138 0.0009 -0.0176 0.0066
Si 10.902 2.7266 2.8267 0.0061 -0.0207 0.0138
Si 13.6489 -0.0793 2.8059 0.0089 0.0268 0.0119
Si 10.878 8.0845 2.5444 0.0157 0.0373 0.0239
Si 13.7054 5.5002 2.7661 -0.0241 -0.0449 0.0037
Si 10.8907 13.5783 2.7848 0.0219 -0.0005 0.0165
Si 13.6234 10.8417 2.6016 -0.0171 -0.0087 0.0285
Si 1.3754 4.0865 4.1506 0.0022 0.0037 -0.0025
Si 4.0417 1.3019 4.0533 -0.0195 -0.0077 -0.0042
Si 1.3761 9.5133 3.9859 0.0187 -0.0139 0.0095
Si 4.0786 6.8384 4.1185 -0.0069 -0.0005 0.0066
Si 1.3611 14.9377 4.0149 -0.0107 -0.0063 -0.0194
Si 4.0756 12.1799 4.048 0.0152 -0.0154 -0.0123
Si 6.88 4.0524 4.1015 0.0207 0.0146 0.0121
Si 9.5378 1.4155 4.2286 -0.0236 -0.023 0.0258
Si 6.8395 9.5722 4.115 0.0068 -0.0102 0.0039
Si 9.5827 6.7889 4.047 -0.0034 0.0188 -0.0121
Si 6.7397 14.9306 4.2207 0.0183 0.0074 0.0185
Si 9.5444 12.2132 4.12 -0.0156 0.0292 0.0073
Si 12.3036 4.1184 4.1093 -0.0176 0.0069 -0.0084
Si 15.0033 1.3312 4.1209 0.0256 -0.0125 0.0041
Si 12.252 9.464 3.9594 -0.0168 0.0308 -0.0089
Si 15.0406 6.8587 4.0926 0.0165 -0.0133 0.0313
Si 12.2684 14.9213 4.1291 -0.0111 0.02 0.0006
Si 15.0143 12.2498 3.9157 -0.0194 0.0052 0.0021
Si 0.0459 -0.029 5.4307 -0.0118 -0.0004 0.009
Si 2.7476 2.7073 5.4525 0.0043 0.0065 0.0064
Si 0.0074 5.4579 5.4825 -0.0046 -0.0003 0.0256
Si 2.6895 8.1732 5.4401 0.0179 0.0015 0.0103
Si 0.0101 10.8951 5.3439 0.0094 0.0156 0.0122
Si 2.7055 13.5697 5.3962 0.0073 0.0234 0.0109
Si 5.3634 -0.0163 5.507 0.0148 -0.0079 -0.0008
Si 8.1681 2.755 5.5589 0.0101 -0.0034 0.0079
Si 5.473 5.4427 5.4063 0.0052 -0.0194 0.0035
Si 8.1894 8.1439 5.407 0.0036 0.0004 0.0168
Si 5.4257 10.8685 5.4686 0.0054 -0.0035 0.0105
Si 8.1689 13.57 5.49 0.008 -0.0113 0.0206
Si 10.9273 -0.0057 5.4751 0.0154 -0.0142 0.0219
Si 13.648 2.7319 5.4584 0.0074 -0.0094 0.0221
Si 10.9278 5.4751 5.4633 -0.0222 -0.0018 -0.0014
Si 13.6234 8.1949 5.4201 -0.0086 -0.007 0.0033
Si 10.9218 10.8172 5.3979 0.0165 -0.0044 0.013
Si 13.6736 13.5576 5.3882 -0.0187 -0.0066 -0.0119
Si 1.3674 1.3633 6.8069 0.0036 -0.0064 0.0091
Si 4.1103 4.0931 6.7846 0.0293 0.0109 -0.006
Si 1.3651 6.8172 6.8437 0.014 -0.0039 -0.0008
Si 4.0571 9.4914 6.8174 -0.0221 -0.0132 0.0056
Si 1.3394 12.2244 6.7753 -0.0051 -0.0188 -0.002
Si 4.0045 14.9374 6.8277 0.008 -0.0029 -0.0069
Si 6.7565 1.3709 6.8391 -0.0011 0.0071 0.0127
Si 9.5379 4.1516 6.8534 -0.0065 -0.0209 0.0121
Si 6.794 6.807 6.7782 -0.0112 -0.0045 -0.0051
Si 9.5382 9.4911 6.7744 -0.0122 -0.002 -0.0024
Si 6.7799 12.2247 6.8284 0.001 0.0044 -0.0025
Si 9.5486 14.9655 6.8042 -0.002 0.0206 -0.0025
Si 12.284 1.3758 6.8167 -0.0134 0.0019 -0.0088
Si 14.9811 4.097 6.8457 -0.004 0.0169 -0.0011
Si 12.2823 6.831 6.8217 0.0016 0.0016 0.007
Si 14.9918 9.5613 6.7761 -0.0179 0.017 0.0043
Si 12.2916 12.209 6.734 0.0176 0.0085 0.0013
Si 14.9978 14.9497 6.7572 0.0136 0.0043 -0.0072
Si 0.0342 2.738 8.1929 -0.0031 0.0083 -0.0124
Si 2.6791 0.0034 8.1949 0.0003 -0.0119 -0.0025
Si -0.0044 8.1872 8.1907 0.0071 -0.0192 0.001
Si 2.7525 5.4417 8.1762 0.006 -0.0197 0.013
Si -0.0129 13.6122 8.1453 -0.0151 0.0239 0.0045
Si 2.676 10.8387 8.1549 0.0366 0.0084 0.0087
Si 5.4079 2.7535 8.1982 -0.0116 0.011 -0.0119
Si 8.172 0.0114 8.1355 -0.0035 -0.0139 0.0116
Si 5.3983 8.0977 8.1775 0.0159 0.0033 0.0031
Si 8.1165 5.4847 8.1905 0.0092 0.03 0.0037
Si 5.3924 13.5836 8.1613 0.01 0.0006 -0.0017
Si 8.1428 10.8232 8.1354 -0.0082 0.0076 -0.0072
Si 10.9148 2.7611 8.1558 -0.0088 0.0039 0.0187
Si 13.684 0.012 8.1293 -0.0066 -0.0148 -0.0003
Si 10.8784 8.1677 8.1726 -0.007 0.0078 -0.0039
Si 13.6246 5.4678 8.2041 -0.0004 -0.0193 -0.0086
Si 10.9407 13.5844 8.1008 -0.0075 0.0031 -0.0106
Si 13.6337 10.9187 8.1544 -0.0046 0.0007 -0.013
Si 1.4139 4.0923 9.5604 -0.0034 0.0129 -0.0111
Si 4.025 1.4 9.5402 0.0223 -0.0053 -0.0068
Si 1.3459 9.5154 9.607 0.0026 0.0042 -0.0133
Si 4.0535 6.7641 9.631 0.0157 0.0008 -0.0042
Si 1.2953 14.9876 9.5364 -0.0058 0.0022 -0.0173
Si 4.0323 12.1837 9.5003 -0.0028 0.0212 -0.0152
Si 6.7312 4.1381 9.5655 -0.0026 -0.0245 0.012
Si 9.5117 1.4269 9.4815 -0.001 -0.0088 -0.0185
Si 6.7555 9.4631 9.5022 0.0132 -0.0043 -0.0101
Si 9.4668 6.8422 9.5412 -0.0083 0.0011 0.0085
Si 6.7798 14.9825 9.4466 -0.0082 0 -0.028
Si 9.5349 12.2198 9.4126 -0.0066 -0.0167 -0.0166
Si 12.2576 4.1018 9.5536 -0.0094 0.0152 -0.0181
Si 15.0096 1.3729 9.5463 0.01 0.0093 0.0073
Si 12.2486 9.5626 9.4804 0.0121 0.013 -0.0088
Si 14.9921 6.8164 9.576 -0.0423 0.0128 -0.0081
Si 12.3167 14.9739 9.4423 0.0002 0.0002 -0.0008
Si 14.9635 12.2981 9.546 -0.0085 0.0007 -0.007
Si -0.0023 0.0309 10.9801 0.0316 -0.0036 0.0049
Si 2.6775 2.7063 11.0033 0.0021 -0.0096 -0.0003
Si 0.0866 5.4644 10.9291 0.0071 -0.0199 -0.003
Si 2.6829 8.119 11.021 -0.0179 -0.0134 -0.0099
Si -0.0094 10.9538 10.9121 -0.0178 -0.0058 0.0223
Si 2.6629 13.5757 10.7936 0.0298 -0.0072 -0.0199
Si 5.4678 0.0653 10.7915 -0.0274 -0.0129 -0.0021
Si 8.132 2.7945 10.8568 -0.0006 0.004 0.0064
Si 5.3522 5.3818 11.0655 0.0058 0.0036 0.0182
Si 8.0806 8.1653 10.9401 0.006 0.0025 0.0114
Si 5.3527 10.7667 10.8548 -0.0007 0.0044 -0.001
Si 8.1279 13.5536 10.7142 0.0187 0.0314 -0.0023
Si 10.9519 0.0457 10.71 -0.0225 0.004 -0.0106
Si 13.6659 2.7554 10.8982 -0.0265 -0.0019 0.003
Si 10.8135 5.4475 10.8512 -0.0068 0.0051 -0.0144
Si 13.5877 8.2252 10.8514 -0.0062 -0.0257 -0.0049
Si 10.8701 10.9139 10.8277 -0.0184 -0.0066 0.0069
Si 13.6229 13.6878 10.931 0.004 0.0146 0.0137
Si 1.3579 1.3428 12.4293 0.0196 0.0106 -0.0164
Si 3.9722 3.9668 12.5092 0.0085 0.005 -0.0006
Si 1.3313 6.7772 12.4657 -0.0127 -0.0079 -0.0052
Si 4.0368 9.4736 12.3867 0.0329 0.0231 -0.0049
Si 1.354 12.3244 12.2934 0.0005 0.0188 -0.0351
Si 4.0854 14.9614 11.9818 -0.0096 -0.0079 -0.0032
Si 6.7737 1.4485 12.1996 0.0107 -0.0142 -0.0234
Si 9.445 4.1413 12.2683 -0.0051 0.0064 0.009
Si 6.7223 6.7961 12.3681 0.0113 0.0046 -0.0184
Si 9.4758 9.5984 12.2008 -0.0017 -0.0119 -0.0255
Si 6.7747 12.1445 12.0555 0.0004 0.0052 -0.0178
Si 9.5286 14.9939 11.9042 0.0033 0.0021 -0.0249
Si 12.251 1.3775 12.1685 0.0108 0.0056 -0.0175
Si 15.1135 4.0673 12.2637 -0.007 -0.029 -0.0067
Si 12.1621 6.8541 12.1152 0.0141 0.0338 -0.0184
Si 14.911 9.6167 12.2265 -0.0036 0.0238 -0.0248
Si 12.1692 12.3289 12.1909 -0.0136 -0.0087 -0.0107
Si 14.9571 15.0684 12.3766 -0.0373 -0.022 0.0007
Si -0.0733 2.6369 13.8825 -0.0259 -0.023 0.0596
Si 2.9109 -0.098 13.517 0.0347 -0.0041 0.0256
Si -0.0734 8.2984 13.6625 0.0046 0.0033 0.0302
Si 2.5332 5.2864 13.9635 0.0167 0.019 0.0492
Si 0.0559 13.752 13.7213 -0.013 -0.0243 0.0247
Si 2.6963 10.9341 13.6795 0.01 -0.0147 0.0251
Si 5.4619 2.5878 13.8342 -0.0228 0.0134 -0.022
Si 8.2562 0.0173 13.2598 0.0089 -0.0079 0.0187
Si 5.3271 8.0751 13.8312 0.0044 -0.0019 0.0253
Si 8.1166 5.4624 13.747 0.0013 -0.0104 0.0137
Si 5.4283 13.5797 13.2522 0.0146 -0.0021 -0.0063
Si 8.0834 10.9329 13.5681 0.0036 -0.0282 0.0094
Si 10.8571 2.7379 13.4818 -0.0433 -0.001 -0.0071
Si 13.5235 0.0967 13.7072 -0.0128 -0.0194 0.0287
Si 10.7926 8.1844 13.515 -0.0178 0.0245 -0.0087
Si 13.6885 5.5792 13.3189 -0.0097 -0.0268 -0.0379
Si 10.7231 13.7217 13.4085 -0.0274 0.0109 0.0463
Si 13.5114 11.0115 13.5597 0.0149 0.0117 -0.0029
Si 1.0907 3.9001 15.4935 -0.0228 0.0059 -0.1149
Si 4.6716 0.6121 14.9572 0.0134 0.031 -0.0826
Si 0.9826 9.948 14.9901 -0.0192 0.0263 -0.1
Si 4.1949 6.3903 15.2075 0.0276 0.014 -0.118
Si 1.8295 14.7869 14.9808 -0.0402 0.0121 -0.1189
Si 4.0061 12.553 14.7747 0.0094 0.0013 -0.0698
Si 6.5542 4.265 15.0889 0.0524 0.0135 -0.0894
Si 9.7022 1.107 14.7208 -0.0077 -0.0336 -0.0318
Si 7.0179 9.312 14.9282 0.0203 0 -0.1265
Si 9.2782 7.1303 14.9897 -0.0201 0.0084 -0.1448
Si 6.9247 14.8801 14.4233 0.0295 -0.0228 -0.0111
Si 9.0748 12.7298 14.7531 -0.0031 -0.0154 -0.0976
Si 12.4628 4.0682 14.5097 0.0148 -0.0413 0.015
Si 14.4424 1.7348 15.2024 -0.0084 -0.0131 -0.1044
Si 12.2319 9.4702 14.7953 -0.0164 0.0196 -0.0282
Si 14.4734 7.2709 14.7667 -0.0183 0.0381 -0.0401
Si 11.8386 15.2391 14.7849 -0.0054 -0.0302 -0.1025
Si 15.0912 12.1802 14.8569 -0.0001 0.0204 -0.0851
Si 20.1246 1.0961 22.8578 0.0219 -0.0077 0.1388
Si -2.1598 1.7136 18.3344 0.0017 -0.0276 -0.1322
Si 0.1158 37.7076 21.8444 0.0147 0.0143 0.065
Si 20.8839 -1.5714 19.4343 -0.0545 -0.0073 -0.0193
Si 19.2342 -0.1652 17.3431 0.0194 0.0024 -0.1111
Si 6.1488 10.1505 21.9381 0.0078 -0.0426 0.1132
Si 26.0253 -10.0869 23.0958 0.0241 -0.0289 0.0544
Si 1.9138 27.3073 20.2771 -0.0003 -0.0101 0.0182
Si -5.4377 -4.9943 16.9352 0.0077 0.0421 -0.1131
Si 13.5308 -3.0891 21.7548 -0.0026 -0.0459 0.0795
Si -23.3128 19.5327 19.7892 -0.0141 -0.026 -0.0237
Si 25.7528 -4.4645 19.4212 0.0207 -0.0013 -0.015
Si 14.2592 6.1431 19.9927 0.0225 -0.021 0.0099
Si 7.1362 5.1834 20.3457 0.011 -0.002 0.057
Si -0.4654 5.9694 17.192 0.0131 -0.0377 -0.0739
Si 8.4961 16.9219 21.0976 0.0244 -0.0074 0.0501
Si 5.2553 -21.8475 16.9126 -0.0195 0.0368 -0.092
Si -25.4247 4.1962 23.026 0.0149 0.0298 0.0891
Si -7.7156 2.9754 16.873 -0.0329 -0.0055 -0.0778
Si 6.2244 12.0559 19.5624 -0.0191 -0.0618 -0.0217
Si 11.3085 10.9991 21.7004 0.0194 0.0067 0.0591
Si -8.4947 7.8276 21.8548 0.0245 0.0244 0.1147
Si 5.5629 -15.2298 20.3876 -0.0055 -0.0018 0.0484
Si 10.2164 14.7785 19.9571 0.0173 -0.0245 0.029
Si 18.8796 -6.5912 17.64 0.0013 -0.0452 -0.0851
Si 28.5472 4.0923 19.0804 -0.0036 -0.0131 -0.0387
Si 2.4299 -13.6591 18.0808 -0.0297 -0.0162 -0.1177
Si 2.4202 -9.4154 17.8391 -0.002 0.0186 -0.0744
Si 26.2124 -17.6902 22.8699 0.0055 0.002 0.0395
Si 13.1542 15.2071 19.3903 -0.0176 -0.0315 -0.054
Si 3.4169 -7.7447 21.8071 0.0043 0.0096 0.08
Si 4.8667 -12.475 19.4039 -0.0182 -0.0007 -0.0208
Si -5.5578 21.6128 16.7011 -0.0276 0.0003 -0.0631
Si 13.3849 8.6796 21.5646 -0.0022 0.0503 0.0976
Si 2.9306 -10.6146 20.6027 -0.024 0.0457 -0.0042
Si 2.5 -2.4686 21.5512 0.0077 0.001 0.1005
Si 31.9426 10.9648 21.6769 -0.0059 -0.0004 0.0962
Si 13.1837 13.4061 16.991 -0.0328 0.0189 -0.1237
Si 32.9518 2.4801 20.2062 -0.0316 0.0047 0.0042
Si 1.0261 -0.0418 22.0069 -0.0117 0.0153 0.1082
O 2.5725 5.8536 -5.7401 0.0055 -0.027 0.0245
O -4.1143 -6.8284 -0.2257 0.0351 -0.0219 0.0058
O 13.5322 7.5642 -4.3929 -0.0034 -0.0172 -0.0482
O -3.6779 3.7135 -0.4681 -0.0117 0.0309 -0.0587
O 7.6708 2.7534 -1.1831 -0.0229 0.0037 -0.0574
O 0.9183 -9.5461 -7.4883 0.0148 0.0224 0.0183
O 23.5343 3.6572 -8.2969 -0.0008 -0.0141 0.0844
O -1.3015 5.9524 -6.1975 -0.0069 0.005 0.0462
O -9.8208 10.0207 -8.4638 0.0002 0.0002 0.0875
O -7.2526 18.4267 -3.8326 0.012 0.019 -0.002
O 1.2057 -1.5036 -3.4497 0.0005 -0.0005 -0.0343
O -0.9239 18.6244 -5.5911 0.0335 0.013 0.0346
O 9.4174 -25.295 -2.8256 0.0007 0.0071 -0.0905
O 5.2999 -0.1464 -5.3566 0.0225 0.0168 -0.0015
O 18.6961 -3.9368 -3.8617 0.0035 -0.0095 -0.0342
O -11.3984 -7.2264 -2.8239 -0.007 -0.0164 -0.0214
O 2.4012 16.6276 -1.974 -0.0171 -0.0208 -0.04
O 0.6895 1.0692 -3.8769 -0.0065 0.0086 -0.0398
O 11.0492 15.5697 -0.9344 0.0242 -0.019 -0.0692
O 20.1744 3.4603 -6.5624 0.0154 0.0112 0.0121
O 4.2814 12.1255 -0.4841 0.0053 -0.0249 -0.0638
O 7.3613 -8.461 -1.3339 -0.0467 -0.0137 -0.1353
O 9.0103 13.8111 -1.1497 0.0286 -0.029 -0.0918
O 11.1206 5.5016 -1.577 -0.0037 0.0115 -0.0365
O 10.0501 10.9345 -6.5178 -0.0323 -0.0108 0.0632
O -0.1106 -0.1011 -1.6066 0.0381 0.0036 -0.1002
O 3.5094 6.7647 -8.1185 -0.0022 -0.0037 0.0765
O 7.9299 13.8308 -9.5316 -0.0135 -0.0157 0.0348
O 9.5181 6.9857 -0.2366 0.0871 -0.0765 0.0436
O 26.1995 -4.1033 -8.6982 0.0246 -0.0038 0.062
O 19.0055 -2.5604 -1.6077 -0.0142 0.0095 -0.1101
O 26.8413 14.3846 -3.2535 0.023 -0.0197 -0.067
O 17.7713 9.5294 -8.2748 0.0127 -0.0067 0.0933
O 2.2704 -5.3938 18.6889 -0.0019 0.041 0.0165
O 10.7718 -5.1798 23.2293 0.0021 0.0025 -0.0826
O 2.881 -2.7432 15.3528 0.0134 -0.0039 0.0601
O 6.8359 -1.3362 24.4281 -0.0225 -0.0172 -0.0318
O 3.7711 -1.76 20.842 0.038 0.0071 -0.0244
O 5.7045 18.8138 19.5938 0.0315 0.0034 0.0013
O 19.8337 2.4744 23.6434 0.0354 -0.0124 -0.0997
O 0.3238 10.8545 20.4582 -0.0093 -0.0177 -0.0473
O -10.2539 21.155 23.9198 0.0092 -0.0533 -0.0661
O 9.7978 36.6751 16.5533 0.0295 0.0131 -0.0086
O 8.6267 4.6628 19.9483 0.016 0.0142 -0.0119
O 5.9194 15.8964 15.246 -0.0109 0.0515 0.0521
O -3.1457 -11.406 20.0757 -0.0112 0.0002 0.0243
O 17.8071 19.4771 19.3109 0.0126 0.0422 0.0159
O 2.6038 -7.9555 18.4896 -0.0078 0.0144 0.0667
O 9.9292 6.6332 16.4205 0.0237 -0.0086 0.1133
O 3.5157 -9.1889 21.0931 0.0228 -0.0202 -0.0246
O 11.5917 5.2147 18.079 0.0178 0.0219 0.0404
O -2.7753 7.9466 23.0246 -0.0106 -0.0183 -0.0677
O 7.8156 11.9211 19.3986 -0.0028 0.0092 0.0044
O 13.5494 14.5683 20.8256 0.012 0.0328 -0.0199
O 18.2779 2.992 16.5556 0.037 -0.0148 0.055
O 21.2849 12.14 16.042 0.03 -0.0124 0.059
O 27.2731 3.4328 19.8181 0.025 0.0003 0.036
O 14.9256 -4.0651 24.5598 0.0061 -0.0068 0.0039
O 5.4106 21.6728 15.5531 -0.0241 -0.0047 0.0535
O 16.1513 -5.2904 15.319 -0.0009 -0.0091 0.0395
O 8.9272 32.5474 22.4775 -0.0111 0.005 -0.0556
O 13.74 16.6768 19.0868 0.0126 0.0053 0.0547
O 12.4 14.4901 16.102 0.0185 -0.0222 0.065
O 22.1805 11.4465 21.0182 -0.0085 0.0423 -0.0318
O 7.4556 -7.0002 21.3689 0.0162 0.024 -0.0616
O 1.6509 -10.9058 21.5313 0.0287 0.0028 -0.0174
O 9.8588 -2.9185 19.1902 0.0043 0.0131 -0.0025
O 8.181 8.266 15.4046 -0.0089 -0.0124 0.0647
O 4.2286 6.65 24.3984 -0.0044 0.0188 -0.0298
O -1.7092 1.3542 16.7967 -0.0062 -0.0025 0.1134
O 6.3297 10.6438 23.4743 0.0431 0.0068 -0.0717
O 13.4169 3.0018 15.2956 0.0169 0.0436 0.0076
O 11.9876 -6.8028 21.4568 -0.0036 -0.0175 -0.0176
O 8.5578 5.1139 22.9936 -0.0134 0.0137 -0.0404
O 14.4593 -3.506 16.2059 -0.0018 0.0187 0.077
O 13.7118 -2.1808 18.3059 0.0457 0.0046 0.0728
O 11.4273 10.0534 16.1027 -0.0337 -0.0018 0.0538
O -3.0335 13.7719 23.27 -0.0112 -0.002 -0.0937
O -17.9634 -14.6628 24.3056 0.0062 -0.0171 -0.0561
O -0.105 -12.8287 21.4028 0.004 -0.0426 -0.0315
O 3.9347 9.9024 16.8359 -0.0107 -0.0027 0.0154
O 3.9779 4.4722 20.6391 -0.001 -0.0092 0.0215
O -2.9817 24.6956 15.2276 0.0246 -0.0283 0.0184
O 2.6101 9.7271 21.0136 -0.0143 0.0065 -0.0373
O 22.3665 4.9856 19.1592 -0.0341 -0.0132 -0.0154
O 10.7744 16.3624 15.331 0.0132 0.0023 0.0345
O 18.009 -0.728 16.4106 0.0106 0.0294 0.0894
O 28.7119 12.1667 21.3574 -0.0159 0.0081 -0.0384
O 9.658 1.34 24.5874 0.0075 0.0183 -0.0459
O 16.3998 -5.5771 23.098 0.0024 0.0014 -0.061
O 8.8224 1.6608 15.971 -0.0285 0.0113 0.0611
O 26.3275 11.2389 20.7906 -0.0324 -0.0144 -0.0091
O 20.322 16.9554 16.4305 -0.0133 -0.0061 0.0818
O 13.0159 2.8691 18.354 -0.0075 0.0123 0.013
O -4.1489 12.2044 17.3694 0.0068 -0.0221 0.0517
O 4.948 0.2813 23.6206 -0.026 0.0129 -0.082
O -1.7784 -6.5472 21.4585 0.0018 -0.0159 -0.0439
O -9.1956 -9.6111 20.8909 -0.0228 -0.0321 -0.054
O 2.426 1.0511 18.3008 -0.0075 0.0313 0.0611
O -0.2765 5.3693 23.381 -0.0413 -0.0124 -0.0855
O 3.506 -17.7575 18.1869 0.0116 -0.0439 0.0272
O 9.0524 -0.4123 19.9246 -0.0322 0.0044 -0.0281
O 21.9658 -2.7795 19.341 0.0132 0.0409 0.0085
O 20.6404 -14.9768 21.3688 0.0181 0.0178 -0.0781
O -0.8873 6.0075 21.057 -0.0222 0.0312 -0.0033
O 6.9049 0.7271 21.1703 -0.0131 -0.0111 -0.0112
O -1.4008 -3.8995 21.6328 0.0157 0.0141 -0.0214
O 8.7403 18.9003 18.4213 0.0046 -0.0155 0.0734
O 2.7124 8.43 23.2686 -0.0342 0.0152 -0.0782
O 11.5499 15.3739 19.2896 -0.0274 0.0191 0.0144
O 5.5302 11.1307 18.4496 0.0099 0.0059 0.0937
O 1.546 4.0165 24.4401 -0.0244 0.0182 -0.0354
O 16.2739 -11.7735 16.4862 -0.0161 0.0143 0.0193
O -1.4683 6.6864 16.2012 0.0068 0.0042 0.0469
O 11.8565 5.1702 15.5338 0.0027 0.0253 0.028
O 6.6734 -12.1687 21.5275 -0.0185 0.0034 -0.0794

Results
free energy: -229905.430 eV
free energy less fixed offsets of O -570.45, Si -639.56 eV per atom: -5.870 eV

The program warned: the cutoff lies below the one the program advises for these potential files; the forces do not sum to zero within the program's tolerance; empty levels may hold ghost states of the PAW files; the exchange-correlation potential is rough where the density is thin.
